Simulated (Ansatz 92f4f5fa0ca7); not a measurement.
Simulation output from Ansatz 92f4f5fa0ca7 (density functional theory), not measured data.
Periodic cell of 208 atoms, Si124O76P8, from a study of silicon, its oxide and their interface. The atomic structure is a simulated model.
Doubt: the cutoff is far below the 930 eV that the study's wrapper takes by default for these files, so forces and energies are approximate.
This geometry differs little from another in the collection (a relaxation step or a small displacement).

Settings: functional PBE; potential files Ansatz PAW; basis plane waves; wave-function cutoff 580 eV; density cutoff ratio 5; exchange-correlation grid ratio 1; k mesh 1 x 1 x 1, Gamma-centred; self-consistency stop 5e-08 eV per atom in the density residual; occupations fixed; spin none; net charge 0.

Cell vectors (angstrom)
a  10.938  0  0
b  0  10.938  0
c  0  0  31.5032

Atoms: element, x, y, z (angstrom)
P  10.4171  0.5555  24.127
Si  6.0826  10.5733  24.2371
P  2.1105  3.168  24.1685
P  8.8136  2.2194  24.1685
P  0.5118  4.8337  24.1053
Si  4.7098  5.6691  23.9325
Si  3.3107  7.7058  24.0981
Si  7.6764  8.7143  24.1517
Si  1.2234  1.4293  25.4069
Si  7.035  1.4174  25.4513
Si  3.8784  4.0414  25.4047
Si  9.7035  3.9824  25.3936
Si  1.378  6.7217  25.2448
Si  6.7054  6.7446  25.1513
Si  4.2068  9.5359  25.3538
Si  9.5495  9.6816  25.3341
Si  2.7421  -0.0177  26.6508
Si  8.2404  -0.014  26.8216
Si  0.0046  2.7237  26.8519
Si  5.4637  2.7421  26.6864
Si  2.6922  5.5015  26.7796
Si  8.185  5.469  26.597
Si  0.0095  8.1943  26.628
Si  5.5147  8.1413  26.7305
Si  4.1018  1.3673  28.0849
Si  9.5708  1.3673  28.0849
Si  1.3673  4.1018  28.0849
Si  6.8362  4.1018  28.0849
Si  4.1018  6.8362  28.0849
Si  9.5708  6.8362  28.0849
Si  1.3673  9.5708  28.0849
Si  6.8362  9.5708  28.0849
Si  0  0  29.4522
Si  5.469  0  29.4522
Si  2.7345  2.7345  29.4522
Si  8.2035  2.7345  29.4522
Si  0  5.469  29.4522
Si  5.469  5.469  29.4522
Si  2.7345  8.2035  29.4522
Si  8.2035  8.2035  29.4522
Si  1.3673  1.3673  30.8194
Si  6.8362  1.3673  30.8194
Si  4.1018  4.1018  30.8194
Si  9.5708  4.1018  30.8194
Si  1.3673  6.8362  30.8194
Si  6.8362  6.8362  30.8194
Si  4.1018  9.5708  30.8194
Si  9.5708  9.5708  30.8194
Si  2.7345  0  0.6835
Si  8.2035  0  0.6835
Si  0  2.7345  0.6835
Si  5.469  2.7345  0.6835
Si  2.7345  5.469  0.6835
Si  8.2035  5.469  0.6835
Si  0  8.2035  0.6835
Si  5.469  8.2035  0.6835
Si  4.1018  1.3673  2.0507
Si  9.5708  1.3673  2.0507
Si  1.3673  4.1018  2.0507
Si  6.8362  4.1018  2.0507
Si  4.1018  6.8362  2.0507
Si  9.5708  6.8362  2.0507
Si  1.3673  9.5708  2.0507
Si  6.8362  9.5708  2.0507
Si  0  0  3.418
Si  5.469  0  3.418
Si  2.7345  2.7345  3.418
Si  8.2035  2.7345  3.418
Si  0  5.469  3.418
Si  5.469  5.469  3.418
Si  2.7345  8.2035  3.418
Si  8.2035  8.2035  3.418
Si  1.3347  1.3592  4.8577
Si  6.8361  1.3719  4.7308
Si  4.126  4.1279  4.8411
Si  9.5789  4.0896  4.723
Si  1.3636  6.8551  4.6883
Si  6.822  6.836  4.8743
Si  4.0629  9.6051  4.7069
Si  9.5679  9.5986  4.8834
Si  2.7706  -0.0434  6.1742
Si  8.129  0.1152  6.2232
Si  -0.0716  2.7909  6.1867
Si  5.5701  2.7219  6.1597
Si  2.7118  5.6019  6.0995
Si  8.2837  5.378  6.1725
Si  0.1201  8.1652  6.1526
Si  5.3421  8.3037  6.1353
Si  4.4263  1.1031  7.507
P  9.0241  1.9395  7.3867
Si  1.0666  4.5239  7.4338
P  7.4028  3.5754  7.3621
P  3.5536  7.41  7.3185
Si  10.136  6.3313  7.4157
P  1.9253  9.0436  7.346
Si  6.2336  10.1208  7.4608
O  3.7236  1.8928  8.8339
O  6.6749  9.3336  8.8481
O  9.5047  6.9634  8.8118
O  1.8984  3.9448  8.7764
O  3.3669  8.4602  22.6051
O  4.5054  4.9212  22.4202
O  6.0049  0.2525  22.7029
O  7.9285  8.4801  22.536
Si  9.5118  -0.1341  16.9913
Si  4.7041  3.9665  21.0817
Si  5.5115  -0.0932  17.1591
Si  10.6735  2.2687  15.503
Si  9.1946  2.3427  12.6528
Si  1.4381  7.8682  11.7687
Si  8.7152  9.6603  14.3606
Si  8.906  4.3879  16.9013
Si  8.8789  6.4391  14.6016
Si  1.7676  6.0041  16.475
Si  6.8234  0.2213  12.6024
Si  2.459  2.6182  19.0905
Si  7.7516  10.743  19.2981
Si  5.1577  2.4527  13.8638
Si  0.1982  4.52  18.8274
Si  0.6138  10.4647  13.3906
Si  3.0103  8.098  21.0616
Si  5.014  4.6468  11.551
Si  3.5149  -0.1714  19.5267
Si  4.9131  6.0714  16.8438
Si  5.8673  1.0471  21.3105
Si  8.2017  8.0918  20.9968
Si  7.9634  5.226  12.1185
Si  2.7887  2.1085  15.9852
Si  9.5197  7.3388  10.3852
Si  6.8395  9.0626  10.4337
Si  2.2719  10.0171  15.9579
Si  4.7718  8.5673  15.0641
Si  0.5042  8.5095  17.5378
Si  5.6014  6.5183  19.8143
Si  6.1939  3.0901  16.408
Si  0.2024  7.0317  20.372
Si  0.9949  2.4178  12.0808
Si  0.8559  5.3387  13.6377
Si  2.9937  3.1127  9.6738
Si  4.4712  7.6477  11.9832
O  10.2709  5.7837  14.0414
O  4.8811  3.4519  12.6363
O  4.22  7.1894  20.4152
O  9.0779  6.0026  11.2151
O  3.8722  2.5973  14.8674
O  6.5114  10.498  11.1517
O  1.3347  2.4921  15.3825
O  0.3821  7.8239  18.9751
O  6.9656  7.1645  20.4466
O  9.9287  10.2322  13.4087
O  7.6223  3.4111  17.1138
O  1.0283  10.1868  14.9336
O  0.1403  7.7516  10.7484
O  7.9982  1.3103  12.3523
O  1.2145  0.982  12.8938
O  0.8887  3.0864  19.1954
O  5.6933  1.5676  16.9278
O  1.0869  5.065  17.5923
O  3.0314  0.5028  15.9912
O  4.1842  10.5118  18.0643
O  5.5242  2.6275  21.5376
O  4.7718  8.4346  13.4143
O  5.3032  4.4766  16.64
O  8.9513  0.4514  18.4056
O  1.6846  9.6312  17.4332
O  4.4358  6.0254  12.1974
O  3.2034  8.7959  15.4422
O  1.2596  9.3024  12.4893
O  9.5547  4.5789  18.3909
O  2.9758  2.7271  17.5062
O  10.5435  1.0351  16.5457
O  6.6812  10.297  18.155
O  4.6747  0.2931  20.5409
O  6.4256  2.9334  14.7896
O  10.0537  3.6484  16.0421
O  2.8336  9.4257  20.137
O  8.5522  5.7791  16.0859
O  4.1573  4.1435  10.2413
O  8.3789  8.5018  10.6816
O  7.2066  0.9064  20.3733
O  7.3383  9.9152  13.5306
O  8.9343  8.0728  14.6986
O  3.4031  3.4864  20.1497
O  9.8741  2.0054  14.109
O  1.4197  6.5092  12.6635
O  8.5787  3.8214  12.6139
O  5.7045  8.0072  10.9654
O  7.704  6.082  13.5017
O  10.0684  9.2973  17.2423
O  8.2858  9.426  20.0767
O  0.2925  5.43  20.1592
O  0.8504  7.3658  16.4201
O  1.0038  3.8558  12.9269
O  8.5075  10.5595  15.722
O  2.1445  2.4785  10.9333
O  9.6781  7.3786  20.9949
O  5.6123  4.9085  20.105
O  3.0129  7.9957  11.2799
O  10.3901  2.2633  11.5265
O  1.7713  5.3374  14.9934
O  3.2939  6.2012  16.9888
O  5.3326  7.1261  15.6418
O  5.5125  9.8746  15.8055
O  5.6203  6.672  18.191
O  6.6035  4.939  11.2551
O  5.5051  0.9637  13.2529
O  2.4214  1.0338  19.4721
O  1.5334  7.4034  21.2355

Results
free energy: -128095.858 eV
free energy less fixed offsets of O -568.88, P -755.39, Si -635.61 eV per atom: -2.218 eV

Forces (eV/angstrom), in the order of the atoms: element, x, y, z
P  0.0683  -0.0245  -0.1747
Si  0.0095  -0.0066  -0.0657
P  0.1542  -0.0561  -0.269
P  -0.1935  0.069  -0.3195
P  -0.0743  0.1665  -0.1894
Si  0.0523  -0.0179  0.0027
Si  -0.0686  -0.0117  -0.0621
Si  0.021  0.0477  -0.1326
Si  0.0711  -0.0874  0.205
Si  -0.057  -0.2132  0.1721
Si  0.0804  0.0213  0.1877
Si  -0.0415  0.0668  0.2144
Si  0.1511  0.0113  0.1075
Si  -0.0023  0.0303  0.0555
Si  -0.0113  -0.0292  0.0256
Si  -0.1392  -0.0993  0.1768
Si  -0.1085  0.0826  -0.0503
Si  -0.1074  -0.0858  0.1172
Si  -0.0245  0.0206  0.1971
Si  -0.0074  0.0274  -0.1277
Si  0.108  0.1442  0.0885
Si  0.1072  -0.1453  -0.0405
Si  0.014  -0.0068  -0.1172
Si  -0.043  -0.0134  0.0716
Si  -0.0229  -0.1498  -0.4353
Si  0.0144  -0.1508  0.967
Si  0.117  0.2519  0.6873
Si  0.0086  0.2454  -0.4978
Si  0.1113  0.0856  0.2727
Si  -0.1556  0.0209  -0.7767
Si  0.0326  -0.1038  -0.5457
Si  0.0193  -0.413  0.2866
Si  -0.0874  0.0829  0.0572
Si  -0.077  -0.1224  -0.0002
Si  0.0027  0.1304  0.0263
Si  0.0265  -0.1183  0.0211
Si  0.0403  -0.1155  0.0215
Si  -0.0307  0.0728  0.0326
Si  0.0813  -0.0076  0.021
Si  -0.059  0.0771  0.0516
Si  0.0611  -0.1265  -0.0203
Si  -0.0257  0.0523  0.0255
Si  0.1066  -0.0477  -0.012
Si  -0.0737  0.1119  0.0281
Si  -0.0733  0.0651  0.0253
Si  0.0176  -0.0488  -0.0139
Si  -0.0249  0.0375  0.041
Si  0.0948  -0.0683  -0.0096
Si  -0.0754  0.0947  0.0172
Si  0.0748  -0.0703  -0.0285
Si  0.0577  -0.0703  -0.0305
Si  -0.1055  0.0649  0.0151
Si  0.0576  -0.0728  -0.0217
Si  -0.088  0.0491  0.0073
Si  -0.072  0.1072  0.0084
Si  0.0624  -0.0766  -0.0247
Si  0.1026  -0.0598  -0.004
Si  -0.0871  0.0377  -0.0312
Si  -0.055  0.0898  0.0034
Si  0.108  -0.0275  -0.0243
Si  -0.0014  0.1237  -0.024
Si  0.0845  -0.0877  -0.0009
Si  0.0573  -0.1231  -0.0543
Si  -0.081  0.0696  0.0152
Si  -0.1073  -0.0147  0.4809
Si  0.0106  0.0886  -0.4285
Si  -0.023  -0.0121  0.6895
Si  0.0151  -0.0473  -0.3844
Si  -0.0719  -0.058  -0.4939
Si  0.114  0.0852  0.384
Si  -0.0326  0.1761  -0.6573
Si  0.0164  0.0484  0.7746
Si  0.0144  0.0188  0.069
Si  -0.2109  -0.2377  -0.1971
Si  0.0216  0.0144  0.0813
Si  0.2312  0.2435  -0.1941
Si  -0.2031  -0.1968  -0.2066
Si  0.0047  0.0044  0.089
Si  0.2544  0.2118  -0.2068
Si  -0.0007  -0.0145  0.0868
Si  0.0292  -0.1657  -0.1361
Si  -0.1615  0.0968  -0.1309
Si  -0.1834  0.0545  -0.134
Si  0.1544  -0.0238  -0.1531
Si  -0.0392  0.1412  -0.1622
Si  0.1441  -0.0875  -0.1841
Si  0.086  -0.1228  -0.1632
Si  -0.0766  0.1519  -0.1818
Si  -0.0728  0.1215  0.0805
P  0.1647  -0.0468  0.2444
Si  0.0879  -0.1067  0.0749
P  -0.1933  0.0459  0.2951
P  0.0563  -0.1323  0.3476
Si  -0.0972  0.1038  0.0831
P  -0.0743  0.0925  0.2825
Si  0.0805  -0.1103  0.0659
O  -0.0083  -0.011  -0.0008
O  0.0161  0.0347  -0.0356
O  0.0082  -0.028  -0.0605
O  -0.0263  0.0049  -0.0059
O  0.0774  -0.0234  0.0618
O  -0.0716  0.0125  0.0455
O  0.0219  -0.0671  0.0462
O  -0.0789  0.024  0.0707
Si  0.0009  0.0051  0.0195
Si  0.0148  -0.0566  -0.2153
Si  0.0025  -0.0077  0.009
Si  -0.016  0.0055  0.0157
Si  0.0314  -0.001  0.0393
Si  -0.005  0.0084  0.0213
Si  0.0013  0.0083  -0.0008
Si  0.0249  -0.0041  0.0235
Si  -0.0078  -0.012  -0.0038
Si  -0.0272  -0.0135  0.0312
Si  0.0292  0.0082  0.0148
Si  -0.0495  -0.0105  -0.1009
Si  0.0061  0.0069  -0.0699
Si  -0.01  -0.0049  0.0387
Si  0.0025  -0.0114  -0.0598
Si  0.0098  -0.0184  -0.01
Si  -0.0494  0.0292  -0.2006
Si  0.0007  0.0335  0.0874
Si  -0.0147  0.0227  -0.0506
Si  -0.0142  -0.0135  -0.0161
Si  -0.0017  0.0365  -0.2065
Si  0.0327  0.0098  -0.1367
Si  0.0524  0.0072  0.0629
Si  -0.0135  0.0074  0.0295
Si  0.0215  -0.003  0.1632
Si  -0.0143  0.0209  0.158
Si  -0.0226  0.0009  0.0083
Si  -0.0002  0.0034  -0.0093
Si  -0.0031  0.0112  -0.0084
Si  0.0163  -0.0086  -0.0229
Si  0.009  -0.0026  0.0183
Si  0.0006  0.0218  -0.1077
Si  -0.0696  -0.012  0.0629
Si  -0.0032  0.0044  0.0069
Si  0.0028  0.0126  0.1484
Si  -0.0083  0.0061  0.1073
O  0.0113  0.0005  -0.0024
O  0.0019  0.0036  -0.0327
O  -0.0115  0.006  0.0371
O  -0.0163  0.0082  -0.0351
O  0.0135  0.0012  -0.026
O  0.0048  -0.0222  -0.0252
O  0.0059  0.001  -0.0143
O  0.0034  0.0144  0.0036
O  -0.0119  -0.0073  0.0184
O  0.0056  0.0064  -0.008
O  -0.0091  -0.0024  -0.0002
O  -0.0055  0.0037  -0.0121
O  -0.0274  0.0229  -0.0374
O  -0.0304  -0.0225  -0.005
O  0.0188  -0.0043  0.0016
O  0.0028  0.005  0.0151
O  -0.0021  0.0003  -0.0054
O  0.007  0.0092  -0.0079
O  0.0045  0.0014  -0.0107
O  -0.0002  0.0046  -0.0004
O  0.0119  0.01  0.052
O  0.0015  -0.0014  0.0008
O  -0.0056  0.0106  0.0036
O  -0.0113  0.0037  -0.0044
O  0.0085  0.0085  0.0035
O  -0.007  -0.022  0.0015
O  0.0045  -0.0109  -0.0063
O  -0.0178  0.016  0.0153
O  -0.0154  -0.0066  -0.0169
O  0.0065  -0.0002  -0.0158
O  0.0085  0.001  -0.0104
O  0.0024  0.0039  0.0008
O  -0.0061  0.0083  0.0413
O  -0.0043  0.0022  -0.0215
O  0.0014  0.0007  -0.0086
O  0.0042  -0.0307  0.0319
O  -0.0084  0.0119  -0.0089
O  -0.0069  0.0116  -0.0749
O  -0.0004  0.0122  -0.0098
O  -0.009  0.0056  0.0551
O  -0.0024  -0.0017  -0.0092
O  0.0001  0.0001  0.0061
O  -0.0023  -0.0179  0.0793
O  0.0033  -0.005  -0.0056
O  -0.0047  -0.0065  -0.0043
O  -0.0183  0.0175  -0.0043
O  0.0077  -0.0255  -0.0608
O  -0.0024  0.003  -0.0029
O  0.0067  -0.0088  -0.0003
O  -0.0074  -0.0289  0.0393
O  0.0158  -0.0239  0.107
O  -0.001  0.0032  -0.0101
O  0.0136  0.0161  -0.0133
O  -0.0058  -0.0047  -0.0129
O  0.0187  0.0056  -0.049
O  0.002  -0.0231  0.0327
O  0.0132  0.0172  0.0259
O  0.0504  -0.0099  -0.1111
O  0.021  -0.0096  -0.0695
O  0.0057  0.0015  -0.0203
O  0.0175  0.0033  -0.0008
O  0.0039  0.0053  -0.0042
O  0.0009  -0.0017  -0.009
O  -0.0013  0.0024  0.024
O  -0.0028  -0.0136  -0.0985
O  -0.0122  0.0106  -0.0105
O  0.022  -0.0098  0.0323
O  0.0249  -0.0117  0.0306

The program warned: the cutoff lies below the one the program advises for these potential files; the exchange-correlation potential is rough where the density is thin.
